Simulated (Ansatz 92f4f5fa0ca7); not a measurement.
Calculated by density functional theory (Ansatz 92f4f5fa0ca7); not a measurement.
Periodic cell of 300 atoms, Si196O104, from a study of silicon, its oxide and their interface. The atomic structure is a simulated model.
Doubt: the cutoff is far below the 930 eV that the study's wrapper takes by default for these files, so forces and energies are approximate.
This geometry differs little from another in the collection (a relaxation step or a small displacement).

Settings
functional: PBE
potential files: Ansatz PAW
basis: plane waves
wave-function cutoff: 580 eV
density cutoff ratio: 5
exchange-correlation grid ratio: 1
k mesh: 1 x 1 x 1, Gamma-centred
self-consistency stop: 5e-08 eV per atom in the density residual
occupations: fixed
spin: none
net charge: 0

Cell vectors (angstrom)
a, 11.6015, 0, 0
b, 0, 10.938, 0
c, 0, 0, 41.5284

Atoms and the computed forces on them: element, x, y, z (angstrom), force x, y, z (eV/angstrom)
Si, 0, 0, 0.9665, 0.0144, 0.002, -0.0133
Si, 3.8672, 0, 0.9665, -0.0069, 0.0492, -0.0063
Si, 7.7343, 0, 0.9665, -0.0014, 0.0077, -0.0108
Si, 1.9336, 1.3673, 0.9665, -0.0012, -0.0621, 0.0034
Si, 5.8008, 1.3673, 0.9665, 0.0058, -0.0545, -0.0048
Si, 9.6679, 1.3673, 0.9665, -0.0089, -0.0963, 0.0046
Si, 0, 5.469, 0.9665, -0.0094, 0.0191, 0.0112
Si, 3.8672, 5.469, 0.9665, 0.0076, 0.0843, 0.0119
Si, 7.7343, 5.469, 0.9665, -0.0042, 0.0349, -0.0121
Si, 1.9336, 6.8362, 0.9665, -0.005, -0.06, 0.013
Si, 5.8008, 6.8362, 0.9665, 0.0069, 0.0016, -0.0023
Si, 9.6679, 6.8362, 0.9665, -0.0003, -0.0151, 0.0161
Si, 1.9336, 2.7345, 40.5613, 0.011, 0.0566, -0.0128
Si, 5.8008, 2.7345, 40.5613, 0.0013, 0.067, -0.0307
Si, 9.6679, 2.7345, 40.5613, 0.0062, 0.0897, -0.0201
Si, 0, 4.1018, 40.5613, 0.0089, 0.0302, 0.048
Si, 3.8672, 4.1018, 40.5613, -0.0019, -0.0227, 0.0441
Si, 7.7343, 4.1018, 40.5613, 0.0135, -0.0374, 0.002
Si, 1.9336, 8.2035, 40.5613, 0.0133, 0.0512, -0.0044
Si, 5.8008, 8.2035, 40.5613, 0.0001, 0.0007, 0.0036
Si, 9.6679, 8.2035, 40.5613, 0.003, -0.0276, 0.0406
Si, 0, 9.5708, 40.5613, -0.012, -0.0366, -0.0238
Si, 3.8672, 9.5708, 40.5613, 0.0213, -0.0579, -0.0156
Si, 7.7343, 9.5708, 40.5613, 0.0106, -0.0241, -0.0064
Si, 0, 0, 4.8337, -0.073, 0.0452, -0.3951
Si, 3.8672, 0, 4.8337, -0.1125, 0.077, -0.0729
Si, 7.7343, 0, 4.8337, -0.0076, 0.085, -0.2394
Si, 1.9336, 1.3673, 4.8337, 0.0447, -0.0182, 0.1754
Si, 5.8008, 1.3673, 4.8337, -0.0761, 0.0084, 0.0986
Si, 9.6679, 1.3673, 4.8337, 0.0379, -0.0919, 0.3439
Si, 0, 5.469, 4.8337, -0.0557, -0.08, 0.1247
Si, 3.8672, 5.469, 4.8337, 0.0381, -0.0322, 0.4944
Si, 7.7343, 5.469, 4.8337, 0.0661, -0.0086, -0.0394
Si, 1.9336, 6.8362, 4.8337, 0.0084, -0.1531, -0.0057
Si, 5.8008, 6.8362, 4.8337, -0.1756, -0.1114, -0.353
Si, 9.6679, 6.8362, 4.8337, 0.0084, -0.2397, -0.143
Si, 1.9336, 2.7345, 2.9001, -0.0366, 0.0618, 0.0094
Si, 5.8008, 2.7345, 2.9001, -0.0044, 0.0297, -0.0088
Si, 9.6679, 2.7345, 2.9001, -0.0085, 0.1267, 0.0521
Si, 0, 4.1018, 2.9001, 0.0177, -0.033, 0.0189
Si, 3.8672, 4.1018, 2.9001, -0.0177, -0.1476, 0.0846
Si, 7.7343, 4.1018, 2.9001, -0.0366, 0.0044, -0.0217
Si, 1.9336, 8.2035, 2.9001, -0.0162, 0.0571, -0.0162
Si, 5.8008, 8.2035, 2.9001, 0.0071, -0.0361, -0.0564
Si, 9.6679, 8.2035, 2.9001, 0, 0.0369, 0.0081
Si, 0, 9.5708, 2.9001, -0.0018, 0.0364, -0.0493
Si, 3.8672, 9.5708, 2.9001, 0.003, -0.0572, 0.0207
Si, 7.7343, 9.5708, 2.9001, -0.0198, 0.0204, -0.0402
Si, -1.9811, 1.2159, 30.8021, -0.0124, -0.0802, 0.0186
Si, 5.8825, 1.5712, 30.91, 0.0387, -0.1528, -0.0717
Si, 11.7143, 0.1639, 30.8703, 0.049, 0.0993, -0.031
Si, 2.0947, 1.4944, 30.7849, 0.0337, -0.0716, 0.1081
Si, 4.056, 0.1231, 30.8314, -0.1344, 0.0185, 0.0567
Si, 7.635, -0.019, 31.0319, 0.0386, 0.0844, 0.0364
Si, -0.3639, 5.6237, 31.3346, -0.0998, 0.0264, 0.019
Si, 5.7324, 7.0203, 30.97, -0.0722, -0.1099, 0.0465
Si, 7.5626, 5.5882, 30.7142, 0.1165, 0.1299, -0.2001
Si, 1.4376, 6.9919, 30.7381, 0.0563, -0.085, 0.1796
Si, 4.0312, 5.4232, 30.9695, -0.0737, 0.179, 0.0153
Si, 10.7974, 4.5637, 28.4859, 0.0239, -0.0229, 0.0072
Si, 2.0117, 2.7658, 32.8226, -0.0109, -0.0799, -0.0827
Si, 5.8855, 2.9516, 32.8081, 0.0634, -0.095, 0.0389
Si, 9.6528, 2.7411, 32.7216, -0.0574, -0.078, -0.1061
Si, 0.0095, 4.0252, 32.9894, 0.0797, 0.1326, -0.0468
Si, 3.8864, 4.1841, 32.9504, -0.0905, 0.0431, 0.0161
Si, 7.8543, 4.2952, 32.7414, 0.0398, -0.0175, 0.082
Si, 1.9876, 8.2349, 32.745, 0.0367, -0.0038, -0.1196
Si, 5.8325, 8.2783, 32.9192, -0.0444, -0.037, 0.0209
Si, 9.8632, 8.1036, 32.91, 0.0495, 0.01, 0.0372
Si, 0.0988, 9.6395, 32.7923, -0.1362, -0.0482, -0.0146
Si, 3.9144, 9.6431, 32.7714, -0.0005, 0.026, -0.0657
Si, 7.8397, 9.4761, 32.8769, 0.0873, -0.016, -0.0451
Si, 0.0151, 0.0513, 34.7372, 0.0348, -0.0797, -0.0125
Si, 3.9073, 0.0571, 34.7156, 0.0081, -0.0661, 0.0374
Si, 7.7971, -0.0052, 34.7524, -0.0962, -0.0517, -0.0054
Si, 1.9624, 1.3829, 34.7423, -0.0006, 0.0867, 0.0596
Si, 5.8704, 1.4067, 34.6683, 0.0245, 0.0488, 0.0326
Si, 9.6749, 1.3925, 34.691, 0.0219, 0.0789, 0.0935
Si, 0.0413, 5.4637, 34.8538, -0.0217, -0.0465, 0.0539
Si, 3.8762, 5.5338, 34.8414, -0.0089, -0.0231, 0.0176
Si, 7.7943, 5.528, 34.7528, 0.0072, -0.0123, 0.0712
Si, 1.9424, 6.8785, 34.726, 0.0232, -0.0104, 0.0217
Si, 5.8295, 6.8442, 34.7928, 0.0025, 0.0584, -0.0157
Si, 9.7352, 6.8592, 34.8965, -0.0263, 0.0813, -0.0527
Si, 1.9589, 2.734, 36.695, 0.0219, -0.0324, -0.0095
Si, 5.8352, 2.7286, 36.6628, -0.0003, 0.0047, -0.0039
Si, 9.6851, 2.7365, 36.6674, -0.0107, -0.0268, 0.0043
Si, 0.0291, 4.0812, 36.7417, 0.0064, 0.0291, -0.0143
Si, 3.8907, 4.0967, 36.7108, 0.0107, -0.0097, -0.0175
Si, 7.7585, 4.1158, 36.6743, -0.016, -0.001, -0.04
Si, 1.9467, 8.2327, 36.676, 0.0102, -0.0151, -0.012
Si, 5.8175, 8.2243, 36.7071, 0.0003, -0.0239, -0.0115
Si, 9.6917, 8.2644, 36.7584, -0.012, -0.0479, -0.0012
Si, 0.0226, 9.6095, 36.682, -0.0004, 0.0361, -0.0191
Si, 3.8903, 9.5976, 36.6623, 0.0039, 0.0597, -0.0056
Si, 7.7428, 9.591, 36.6978, 0.014, 0.0288, 0.0379
Si, 0, 0, 38.6278, 0.0508, 0.1577, 0.0121
Si, 3.8672, 0, 38.6278, -0.0027, 0.0574, -0.0977
Si, 7.7343, 0, 38.6278, -0.0124, 0.1131, 0.0785
Si, 1.9336, 1.3673, 38.6278, 0.0444, -0.0738, 0.011
Si, 5.8008, 1.3673, 38.6278, 0.0409, 0.002, -0.1425
Si, 9.6679, 1.3673, 38.6278, -0.0083, -0.0211, -0.1509
Si, 0, 5.469, 38.6278, 0.0088, 0.0518, 0.2065
Si, 3.8672, 5.469, 38.6278, 0.0521, 0.0213, 0.1014
Si, 7.7343, 5.469, 38.6278, 0.0079, 0.0412, -0.1052
Si, 1.9336, 6.8362, 38.6278, 0.0059, 0.0601, -0.1907
Si, 5.8008, 6.8362, 38.6278, 0.0052, 0.0163, 0.0199
Si, 9.6679, 6.8362, 38.6278, 0.0249, 0.0203, 0.2031
Si, 1.9293, 2.7386, 6.7912, -0.005, 0.0008, 0.0381
Si, 5.7843, 2.7244, 6.7892, -0.0089, 0.0163, 0.0379
Si, 9.6546, 2.7016, 6.8363, 0.0125, -0.0052, 0.0006
Si, -0.0156, 4.0815, 6.7885, 0.0102, 0.0207, 0.0087
Si, 3.8425, 4.1101, 6.8736, 0.0117, -0.0091, -0.0306
Si, 7.7348, 4.0577, 6.7322, -0.0096, 0.0223, 0.0135
Si, 1.8816, 8.1913, 6.7619, 0.0287, -0.0641, 0.0059
Si, 5.7201, 8.2295, 6.6948, -0.0001, -0.0184, 0.009
Si, 9.6264, 8.1682, 6.7559, -0.0262, -0.034, -0.0091
Si, -0.042, 9.5205, 6.6812, -0.0428, 0.0019, -0.0055
Si, 3.7867, 9.5799, 6.7607, -0.0041, 0.0551, 0.0288
Si, 7.6966, 9.5013, 6.6799, 0.0008, -0.005, 0.0143
Si, 0.0025, -0.0059, 8.5138, -0.0015, 0.0321, -0.0068
Si, 3.8266, 0.0151, 8.7064, -0.0865, -0.0458, -0.0561
Si, 7.7489, -0.187, 8.626, -0.1321, 0.0168, -0.0039
Si, 1.8507, 1.419, 8.7628, 0.0921, 0.0148, 0.0037
Si, 5.8012, 1.2599, 8.6656, 0.1338, -0.0626, -0.0278
Si, 9.6187, 1.2314, 8.7538, 0.0025, -0.0197, -0.0666
Si, -0.082, 5.4491, 8.7273, 0.0005, 0.0584, -0.0794
Si, 3.7652, 5.5212, 8.8576, 0.0741, 0.0159, 0.0016
Si, 7.6592, 5.418, 8.6327, -0.034, -0.0503, 0.0117
Si, 1.8468, 6.8745, 8.7414, -0.0101, 0.0369, -0.074
Si, 5.7463, 6.7913, 8.5246, -0.0048, -0.0067, -0.0134
Si, 9.6085, 6.8104, 8.6916, 0.0483, 0.0452, -0.0129
Si, 1.248, 2.4241, 10.9042, -0.096, 0.0792, -0.0716
Si, 5.9365, 2.1388, 10.8397, 0.1854, 0.1609, -0.0503
Si, 9.1639, 3.6879, 11.8237, 0.0893, 0.098, -0.1435
Si, -0.2662, 4.4381, 10.8652, -0.076, -0.2614, 0.1626
Si, 3.1386, 3.162, 12.1033, 0.0994, -0.0929, 0.2522
Si, 7.1726, 4.2533, 10.6503, -0.0848, -0.0577, 0.1001
Si, 2.0242, 8.3142, 10.6383, 0.1046, -0.0737, 0.0989
Si, 5.9164, 8.0179, 10.481, -0.0306, 0.128, -0.0444
Si, 9.9643, 8.1383, 10.6285, 0.0388, -0.0574, 0.0504
Si, 0.1347, 9.6617, 10.4254, -0.1144, 0.0502, 0.0539
Si, 4.0452, 9.4812, 10.5371, 0.0838, 0.0063, -0.0296
Si, 7.8471, 9.3621, 10.5899, -0.0535, -0.0246, 0.0055
Si, 1.2353, 0.1222, 14.598, 0.0051, 0.0048, 0.0108
Si, 4.2023, -0.6377, 13.5087, -0.056, 0.0372, -0.0396
Si, 7.4435, 0.4354, 11.7389, -0.1329, -0.0597, -0.0899
Si, -0.0703, 0.6229, 11.8004, -0.0518, -0.072, -0.025
Si, 6.8522, 0.7335, 13.931, 0.0336, 0.0442, 0.0793
Si, 9.4248, 1.4816, 11.1401, 0.1922, 0.2081, 0.0666
Si, -0.3702, 6.4787, 12.1277, -0.0718, 0.1122, -0.0031
Si, 3.5736, 5.2958, 11.3078, -0.0572, 0.1754, 0.0184
Si, 5.8126, 5.9804, 11.6512, 0.1675, -0.1604, 0.0381
Si, 2.0533, 6.7799, 12.4824, -0.0035, -0.1067, -0.1048
Si, 6.7277, 6.0775, 14.7275, -0.023, -0.013, -0.0425
Si, 9.6538, 6.784, 14.8287, 0.0365, -0.0017, -0.0045
O, 7.1393, 4.616, 15.3316, 0.0065, 0.0027, -0.031
O, 5.2907, 6.6205, 15.3086, 0.0263, 0.017, -0.0365
O, 7.911, 11.0652, 15.0438, -0.0206, 0.0307, -0.0061
O, 2.7308, 10.7205, 14.0435, -0.0111, -0.0002, -0.0007
O, 9.0026, 3.7446, 13.5061, -0.0545, -0.0405, 0.0936
O, 2.7157, 3.2363, 13.7276, -0.0526, -0.0267, -0.107
O, 1.2505, 1.6057, 15.3194, 0.0126, -0.0358, -0.0243
O, 10.3529, 8.2267, 15.1411, 0.0165, -0.0133, -0.0059
O, 12.4425, 9.7785, 15.5381, 0.029, 0.038, -0.044
O, 10.2518, 5.6118, 15.8206, 0.0109, 0.0139, -0.0189
O, 5.3033, 0.3023, 14.239, 0.0251, -0.0175, -0.0304
O, 2.8061, 6.9645, 13.9905, 0.1014, 0.0336, 0.0884
O, 10.6312, 4.6052, 30.1333, -0.0076, -0.0218, -0.0389
O, 0.1642, -0.5476, 29.3639, -0.0573, -0.1527, 0.0065
O, 2.6763, 6.0302, 30.2445, -0.0327, -0.0417, 0.0242
O, 7.2238, 9.9935, 29.6982, -0.0392, -0.0189, 0.0018
O, 5.6169, 7.8668, 29.5407, 0.0249, -0.0309, 0.0147
O, -0.7399, 1.2835, 26.9482, 0.0192, -0.0135, -0.0034
O, 9.4402, 1.6209, 29.2009, 0.0134, 0.0283, -0.0956
O, 7.2512, 4.3597, 29.651, -0.0474, 0.0351, 0.105
O, 5.9112, 2.1894, 29.3074, -0.0025, 0.0989, 0.0374
O, 2.2665, 2.5405, 29.4978, 0.0164, 0.1121, -0.1167
O, -1.4451, 6.8023, 31.871, 0.0457, -0.1063, -0.038
O, 9.9933, 8.4876, 28.7848, 0.1298, 0.0503, 0.0202
Si, 11.6733, 5.1356, 19.6131, 0.0037, -0.0031, -0.0529
Si, 4.0597, 7.6209, 14.8496, -0.0423, -0.0533, -0.0115
Si, 9.5725, 2.0097, 27.6314, 0.0089, 0.0089, 0.0464
Si, 9.9161, 3.8671, 21.7916, 0.0151, 0.0095, 0.0115
Si, 9.6613, 9.6108, 20.8649, 0.0094, 0.0212, -0.0105
Si, 0.1741, 5.4882, 16.4334, -0.0177, 0.0037, -0.0311
Si, 12.2009, 3.9811, 24.0423, -0.0034, -0.0115, 0.03
Si, 1.896, 11.1749, 18.8893, -0.0017, 0.0114, -0.0055
Si, 8.4535, 7.1514, 25.6384, 0.0099, 0.0308, -0.0244
Si, 4.5711, 7.3496, 20.1446, -0.022, 0.02, -0.0178
Si, 11.6147, 8.5025, 16.1441, -0.0414, -0.048, 0.0165
Si, 6.0039, 10.9257, 21.325, -0.0096, 0.0068, -0.0118
Si, 1.1862, 9.3165, 25.7799, -0.0043, 0.0178, 0.0464
Si, 2.9053, 8.1665, 22.574, -0.0108, -0.0069, 0.0464
Si, 6.4283, 9.4028, 25.8464, 0.0039, -0.0112, -0.0146
Si, 11.3243, 6.9402, 24.3871, -0.0083, -0.0027, 0.0301
Si, 7.9523, 3.3393, 14.7122, 0.0571, 0.0624, -0.006
Si, 3.8085, 7.8349, 25.4338, 0.0096, 0.0252, 0.0056
Si, 3.8625, 9.0997, 17.5981, -0.0003, 0.0166, 0.0064
Si, 3.6248, 2.5703, 17.8127, -0.0043, 0.0111, -0.027
Si, 2.8811, 0.0777, 21.8937, -0.0061, -0.0012, -0.0063
Si, -0.0239, 8.9294, 28.689, -0.0431, 0.0324, -0.0938
Si, 7.5556, 5.5496, 23.1746, -0.0109, -0.0022, 0.0388
Si, 13.6116, 3.1559, 28.0077, -0.0413, -0.0024, 0.0311
Si, 5.8356, 3.8168, 29.0647, -0.0038, -0.106, -0.0743
Si, 8.4666, 11.8715, 16.3673, 0.004, 0.0136, -0.0091
Si, 4.3467, 4.9727, 26.69, -0.0275, -0.0183, -0.0399
Si, 3.1868, 4.4932, 20.0564, -0.0011, -0.0218, -0.0227
Si, 5.9044, 0.3927, 18.1318, 0.0188, 0.0114, -0.0134
Si, 7.1094, 8.0534, 21.3254, 0.0028, -0.0011, 0.0208
Si, 5.8524, 9.3974, 29.0263, -0.001, 0.0663, -0.0192
Si, 7.5227, 12.2852, 25.3303, -0.0063, -0.0166, 0.0071
Si, 5.5441, 3.5313, 24.238, 0, 0.006, 0.0322
Si, 3.0798, 13.8012, 22.6881, -0.0011, 0, 0.0138
Si, 2.0399, 3.0581, 15.2215, -0.0016, 0.0249, -0.0512
Si, 8.5379, 1.1326, 22.4619, -0.002, -0.0057, 0.0413
Si, 0.6084, 1.4349, 26.0425, 0.0048, -0.0043, 0.0181
Si, 9.3071, 7.0352, 28.4746, -0.0437, -0.0408, 0.0351
Si, 0.0685, 7.5306, 21.485, 0.0053, -0.0023, 0.0107
Si, 10.592, 10.4485, 18.1275, 0.0097, -0.0017, -0.051
O, 6.1216, 9.3875, 27.4373, -0.0017, -0.0123, 0.0083
O, 3.5222, 8.3057, 16.2212, 0.0149, 0.0208, -0.0188
O, 11.9576, 2.6737, 24.9974, 0.0028, 0.0264, -0.0118
O, 3.764, 3.9615, 18.6326, -0.003, -0.0009, 0.0089
O, 6.5144, 9.4748, 21.8615, 0.0023, -0.0122, -0.0003
O, 6.6028, 10.9415, 25.3557, 0.0024, 0.0094, 0.0017
O, 2.5693, 9.7452, 22.8715, 0.0036, 0, -0.0131
O, 6.3735, 4.429, 23.1556, 0.009, 0.0092, -0.0104
O, 11.9444, 9.0152, 27.1243, -0.0125, 0.0147, 0.1048
O, 8.6046, 12.2083, 24.0952, 0.0086, 0.0032, -0.0242
O, 8.2773, 1.5576, 26.7602, -0.0229, -0.0017, 0.0003
O, 6.9718, 12.053, 21.9922, -0.001, -0.0001, -0.0052
O, 10.0334, 7.2235, 25.3132, -0.004, -0.0163, -0.0104
O, 7.3688, 0.7364, 17.5438, -0.0341, -0.0044, 0.0109
O, 9.7229, 3.6434, 27.6699, -0.021, -0.0092, 0.0117
O, 9.8746, 11.2725, 16.9127, 0.0064, -0.0102, 0.0142
O, 12.3897, 7.0395, 16.3251, -0.0019, 0.0054, -0.0068
O, 3.3026, 7.3584, 23.9395, -0.0055, -0.0024, -0.0261
O, 4.1104, 8.1648, 21.4792, 0.0141, 0.0026, -0.0089
O, 11.164, 9.0489, 21.1706, -0.0008, -0.0033, 0.0041
O, 4.023, 5.8473, 20.331, 0.0084, 0.0048, 0.0024
O, 2.1262, 3.9306, 23.4688, 0.0014, 0.0044, -0.0096
O, 4.6764, 4.5168, 25.1804, 0.0127, -0.0122, -0.0045
O, 4.0164, 6.5837, 26.4967, 0.0101, -0.0133, 0.0138
O, 9.2543, 2.3872, 21.7274, 0.0027, 0.0118, -0.009
O, 3.2747, 2.974, 16.2779, 0.025, -0.0198, 0.0243
O, 8.6885, 2.5084, 15.9284, -0.015, -0.0283, -0.0108
O, 10.8952, 6.9448, 22.8048, -0.0032, 0.0002, -0.023
O, 2.5955, 10.0741, 17.9134, 0.0063, -0.0084, -0.0066
O, 3.9795, 8.0003, 18.7841, 0.0115, -0.0108, 0.0146
O, 12.2671, 4.0582, 28.0779, 0.0083, -0.0053, 0.0242
O, 1.0625, 4.3468, 15.6183, 0.0131, -0.0019, -0.0002
O, 5.2174, 10.0101, 17.433, 0.0008, 0.0043, 0.0024
O, 11.4002, 6.6553, 20.1423, -0.0041, 0.0052, 0.0141
O, 12.5702, -0.0322, 25.3849, -0.0068, -0.0375, 0.0209
O, 4.5291, 4.2585, 29.9273, 0.0638, 0.0333, 0.0387
O, 2.2789, 1.4415, 22.5542, 0.0035, -0.0004, -0.0069
O, 5.0008, 1.7171, 17.8651, -0.0028, -0.0026, -0.002
O, 6.5511, 2.6261, 25.1214, -0.0005, 0.0045, -0.0031
O, 1.8598, 1.877, 26.9989, -0.0134, -0.0203, -0.0053
O, 9.5827, 10.3063, 19.3919, -0.0132, -0.0069, 0.025
O, 11.9063, 11.2546, 18.6244, 0.0008, 0.0065, 0.0022
O, 8.2409, 6.9424, 27.2454, 0.0019, 0.0115, 0.0548
O, 2.2081, 10.7709, 20.4314, 0.0044, -0.0044, 0.0086
O, 1.651, 7.4572, 21.8291, -0.0014, 0.0062, -0.0158
O, 5.1832, 8.6481, 25.134, -0.0068, -0.0098, -0.0008
O, 6.204, 7.4656, 20.0898, 0.0024, -0.0057, -0.002
O, 5.6465, 4.5091, 27.5923, -0.0047, 0.0218, 0.007
O, 11.9792, 5.4632, 24.7472, 0.0049, -0.0028, -0.01
O, 2.7498, 8.9251, 26.0502, -0.008, -0.0143, -0.0034
O, 1.5744, 4.6975, 20.054, 0.003, 0.0005, 0.0141
O, 3.5108, 3.4171, 21.2232, 0.0026, 0.0044, 0.0004
O, 7.0781, 6.9488, 22.5094, 0.002, 0.0122, -0.0232
O, 7.7654, 8.6011, 25.3494, 0.0024, -0.0081, 0.0107
O, 9.2929, 10.6973, 22.0158, 0.002, -0.0074, -0.0063
O, 11.1667, 3.8474, 22.8131, -0.0177, -0.0056, -0.0277
O, 2.4381, 1.7245, 18.5361, -0.0009, -0.0078, 0.0042
O, 4.4831, 0.2804, 21.7598, 0.0052, 0.0049, 0.0001
O, 7.8559, 5.9112, 24.7528, -0.0038, -0.0101, -0.0136
O, 11.0468, 8.964, 17.6056, -0.0031, 0.0118, 0.0004
O, 6.0846, 0.0582, 19.7058, 0.01, -0.0061, -0.0076
O, 4.4607, 2.5857, 23.4947, -0.0082, 0.006, -0.0098
O, 10.511, 4.2029, 20.2981, -0.0117, -0.005, 0.0191
O, 0.01, 5.0418, 17.9894, 0.0051, 0.0002, 0.0495
O, 8.6426, 8.3315, 20.8524, -0.0161, -0.0081, 0.0008
O, 8.8122, 4.947, 22.3274, 0.012, -0.0104, -0.0102
O, 12.2735, 8.2557, 24.6325, 0.0067, -0.0055, 0.0013
O, 3.1036, 4.1686, 27.3671, 0.0395, 0.0296, 0.0012
O, 4.6492, -2.1706, 13.852, 0.0032, -0.0147, -0.0065
O, 4.2163, -0.4846, 11.8892, -0.0253, -0.0574, 0.0689
O, 4.5177, 2.3001, 11.7318, -0.1325, 0.0428, 0.0544
O, -1.5202, 6.3381, 13.3188, -0.0134, -0.0008, 0.0554
O, 8.045, 7.0136, 15.0227, -0.01, -0.0292, -0.0507
O, -1.0226, 6.0999, 28.0268, 0.0108, 0.0252, 0.0072
O, 4.4813, -0.7073, 29.4236, 0.0686, -0.0484, -0.0126
O, 6.5346, -4.9326, 13.1287, -0.0615, 0.0255, -0.0147
O, 11.7349, 11.1809, 13.4036, 0.0283, 0.0052, 0.0068
O, 6.7993, 2.3727, 14.0801, -0.0057, -0.0459, -0.0018
O, 8.5606, 6.5656, 29.8329, 0.0547, 0.0129, -0.0427
O, 1.0113, -3.0097, 29.4641, -0.0633, 0.0917, -0.089

Results
free energy: -183743.955 eV
free energy less fixed offsets of O -568.88, Si -635.61 eV per atom: -0.875 eV

The program warned: the cutoff lies below the one the program advises for these potential files; the forces do not sum to zero within the program's tolerance; the exchange-correlation potential is rough where the density is thin.
